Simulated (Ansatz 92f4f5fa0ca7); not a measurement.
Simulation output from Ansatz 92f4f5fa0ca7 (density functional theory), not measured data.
Periodic cell of 286 atoms, Si144O106H32N4, with a vacuum gap, from a study of silicon, its oxide and their interface. The atomic structure is a simulated model.

Settings: functional r2SCAN; potential files Ansatz PAW; basis plane waves; wave-function cutoff 800 eV; density cutoff ratio 5; exchange-correlation grid ratio 1; k mesh 1 x 1 x 1, shifted by 0.5 0.5 0 of a step; self-consistency stop 1e-11 eV per atom in the density residual; occupations fixed; spin none; net charge 0; applied field sawtooth along c, amplitude -0.015 V/angstrom in the program's sign convention, ramp centred at 0.9897 of c and 0.0205 of c wide, no dipole correction.

Cell vectors (angstrom)
a	10.887	0	0
b	0	10.887	0
c	0	0	48.7378

Atoms and the computed forces on them: element, x, y, z (angstrom), force x, y, z (eV/angstrom)
Si	0.2549	-0.2992	35.1725	-0.0136	0.0074	-0.0342
Si	2.9082	2.4653	35.0317	-0.0127	0.0005	-0.0375
Si	-0.3548	5.6999	35.1074	0.0063	-0.0074	-0.04
Si	2.4369	8.406	35.2022	0.0102	-0.005	-0.0384
Si	5.0939	0.2456	35.129	0.0037	-0.0123	-0.0395
Si	7.8743	2.8501	34.9745	0.0053	-0.0092	-0.0349
Si	5.7251	5.1209	35.0672	-0.0048	0.0119	-0.0334
Si	8.3704	7.9543	34.9687	-0.0026	0.011	-0.0309
Si	1.373	1.3355	36.4168	0.0061	-0.0047	-0.0104
Si	4.0768	4.0383	36.3404	-0.0011	-0.0058	-0.0082
Si	1.2554	6.8098	36.4227	-0.0125	0.0041	-0.0112
Si	4.0016	9.5655	36.4852	-0.0081	0.0067	-0.0116
Si	6.7251	1.3665	36.3835	-0.0101	0.0015	-0.0072
Si	9.4185	4.054	36.3456	-0.0048	0.0093	-0.0125
Si	6.8213	6.7761	36.3302	0.004	-0.0049	-0.0108
Si	9.5061	9.4624	36.3912	0.0032	-0.0062	-0.0108
Si	-0.0398	2.7223	37.6859	0.0004	-0.0074	0.0091
Si	2.6841	0.0266	37.8655	0.0002	-0.003	0.0008
Si	-0.0552	8.1518	37.8298	-0.0043	0.0086	0.003
Si	2.6982	5.4265	37.6718	0.0002	0.0075	0.0114
Si	5.4003	2.7246	37.7801	0.0041	-0.0044	0.0078
Si	8.1327	-0.0144	37.6832	0.0057	0.0009	0.0075
Si	5.435	8.1413	37.6906	-0.0076	0.0009	0.0094
Si	8.1264	5.4284	37.7692	-0.0005	0.0053	0.002
Si	1.3436	4.0745	39.0486	-0.0169	-0.0048	0.0245
Si	4.0704	1.3829	39.1604	-0.024	-0.0177	0.0158
Si	1.3129	9.5288	39.1584	-0.0129	-0.0093	0.0107
Si	4.0597	6.7862	39.0519	0.0086	-0.0008	0.0217
Si	6.7545	4.0895	39.1174	0.0088	0.0148	0.0208
Si	9.4962	1.3493	39.058	0.004	-0.012	0.0182
Si	6.7959	9.5055	39.0592	-0.0026	0.0016	0.0214
Si	9.4954	6.7674	39.1422	0.0121	0.0092	0.0122
Si	-0.0397	0.0165	40.4834	-0.0132	0.0235	0.1777
Si	2.6901	2.7515	40.4676	0.0313	-0.0112	0.2024
Si	0.0104	5.4223	40.4502	-0.026	0.0227	0.1691
Si	2.7171	8.151	40.4383	-0.0208	0.015	0.1651
Si	5.4515	-0.009	40.4336	0.0236	-0.0186	0.1786
Si	8.1374	2.713	40.4265	0.0203	-0.0282	0.1754
Si	5.4086	5.4517	40.4661	-0.0275	0.0263	0.1909
Si	8.1474	8.1642	40.4604	-0.0065	0.0059	0.1881
Si	1.3422	1.3866	41.8224	-0.128	-0.0543	0.3128
Si	4.0586	4.0933	41.8355	-0.0389	0.0756	0.2752
Si	1.3658	6.7966	41.8085	0.0253	-0.0461	0.2666
Si	4.0791	9.5343	41.7706	0.0224	-0.0987	0.3733
Si	6.8054	1.3398	41.8026	0.0128	0.0236	0.2707
Si	9.5092	4.0676	41.7735	0.0833	-0.011	0.3521
Si	6.7855	6.8149	41.8116	-0.0639	0.0574	0.3338
Si	9.5157	9.511	41.8381	-0.0844	0.1283	0.2463
Si	-0.0471	2.7329	6.9272	-0.0196	0.062	-0.384
Si	2.7316	0.005	6.9085	0.0212	-0.0465	-0.2747
Si	0.0249	8.1551	6.9615	0.0484	-0.0371	-0.1137
Si	2.7249	5.4754	6.9593	-0.0279	0.0236	-0.3202
Si	5.4334	2.6949	6.9263	0.0841	-0.0037	-0.2554
Si	8.1615	-0.0061	6.9477	0.0613	-0.0239	-0.3211
Si	5.4465	8.2164	6.9025	-0.0314	0.0176	-0.4542
Si	8.1911	5.4567	6.9071	0.0312	-0.0493	-0.2723
Si	1.3071	4.1122	8.2517	0.0043	-0.0145	-0.1832
Si	4.1085	1.3007	8.3119	-0.0102	0.0015	-0.1732
Si	1.3828	9.5636	8.2968	-0.0212	0.0041	-0.1717
Si	4.0849	6.9132	8.262	-0.0113	-0.0113	-0.183
Si	6.8229	4.0823	8.2194	-0.0043	-0.0032	-0.1692
Si	9.5215	1.3438	8.3027	0.0097	-0.0016	-0.1722
Si	6.8225	9.5106	8.3036	0.0322	-0.0267	-0.1821
Si	9.5566	6.7808	8.3301	-0.0086	0.0193	-0.1841
Si	-0.0137	-0.0241	9.6804	0.0072	0.0051	-0.0231
Si	2.6206	2.669	9.5105	0.0094	0.0145	-0.0146
Si	0.0456	5.4512	9.74	-0.0008	-0.0152	-0.0243
Si	2.7783	8.2823	9.6897	0.0058	0.0066	-0.0261
Si	5.5087	-0.0574	9.7261	-0.0096	0.0114	-0.0291
Si	8.1563	2.7297	9.6114	-0.0111	0.0075	-0.0159
Si	5.4989	5.5324	9.4878	0.0143	-0.0012	-0.0115
Si	8.1975	8.168	9.6651	-0.0003	0.0035	-0.0148
Si	1.3366	1.3514	11.0165	0.0014	0.0053	-0.0101
Si	3.964	4.206	10.5716	0.0066	-0.0089	-0.0006
Si	1.4074	6.9661	11.0397	0.0144	-0.0095	-0.014
Si	4.1887	9.5027	11.1836	-0.0093	-0.0122	-0.009
Si	6.8677	1.3694	11.0185	0.0094	0.0118	-0.0114
Si	9.5518	3.9805	11.0167	-0.0022	-0.0067	-0.0113
Si	6.8897	6.7432	10.9807	-0.0126	-0.0033	-0.0044
Si	9.5284	9.5092	11.0913	-0.0095	0.0015	0.0009
Si	-0.0179	2.654	12.4849	0.0014	0.0007	0.0189
Si	2.7798	0.1307	12.4158	-0.0004	0.0092	0.0143
Si	0.0268	8.2283	12.5499	-0.0013	0.007	0.0164
Si	2.8136	5.4802	12.1454	0.0034	-0.003	0.0202
Si	5.2763	2.9055	11.8669	-0.0052	0.008	0.0176
Si	8.3479	0.1031	12.5061	-0.0083	-0.0116	0.0156
Si	5.593	7.9577	12.501	0.0043	-0.0036	0.0182
Si	8.2853	5.3942	12.3519	-0.0045	0.0014	0.019
Si	1.3218	4.2562	13.466	0.0054	-0.0045	-0.0208
Si	3.6561	2.1751	13.4006	0.0058	-0.0082	-0.0345
Si	1.3616	9.8013	13.8337	0.0018	-0.0103	-0.0366
Si	4.4723	6.166	13.7241	-0.0077	0.0151	-0.0413
Si	6.6332	4.0605	13.3186	0.0058	-0.0077	-0.0288
Si	10.1006	1.1024	14.2444	-0.003	0.0135	-0.0544
Si	6.9072	9.555	13.6587	-0.0007	-0.0003	-0.0366
Si	9.9036	6.4147	13.797	-0.0035	-0.0001	-0.043
Si	-1.1542	11.9508	19.5508	0.0011	-0.0051	-0.0664
Si	-19.2856	19.2898	24.5914	0.0007	-0.0138	-0.0796
Si	-18.9327	1.0237	21.0661	-0.018	-0.0044	-0.0825
Si	13.5665	3.3828	16.0008	0.0029	-0.003	-0.0705
Si	5.6006	26.191	16.0851	-0.003	-0.0083	-0.0799
Si	13.4975	29.3897	15.7915	-0.0027	-0.0074	-0.0809
Si	5.1035	22.2649	15.2864	-0.0001	0.0007	-0.0498
Si	-14.2017	24.6995	19.4222	0.009	0.0084	-0.0759
Si	-8.9991	5.9416	23.1308	0.0067	-0.0108	-0.0815
Si	-13.5788	10.9349	25.5376	-0.0101	0.0037	-0.0869
Si	-1.5834	20.3752	21.0749	0.0026	0.0139	-0.0907
Si	3.873	18.6281	18.5682	0.0117	0.0091	-0.0759
Si	-1.1388	12.2987	32.8937	0.0024	-0.0125	-0.1076
Si	12.9413	0.4651	16.1777	0.0021	0.009	-0.0872
Si	25.6099	5.4304	30.5438	0.0128	-0.018	-0.0856
Si	15.2004	-3.8516	33.0256	-0.0114	-0.0027	-0.0957
Si	6.4034	5.0539	29.1729	0.0204	0.0052	-0.0782
Si	-9.9443	14.6595	32.9382	-0.0031	0.0095	-0.1056
Si	-1.725	26.9929	18.5052	0.0023	0.0212	-0.0779
Si	12.0498	4.7456	29.9812	-0.02	-0.0055	-0.0976
Si	20.7484	20.5205	27.6704	0.0089	-0.0084	-0.1001
Si	4.37	21.4694	23.3774	0.0037	-0.0035	-0.0834
Si	4.8638	13.6044	30.1754	-0.0032	-0.0082	-0.079
Si	-3.9148	13.7627	25.1982	0.0001	-0.0116	-0.0933
Si	-3.5054	10.6654	22.7902	-0.0004	-0.0026	-0.0814
Si	1.9202	9.9803	27.0096	0.0021	-0.0133	-0.0896
Si	12.8382	20.7673	18.9845	0.0017	-0.0082	-0.0863
Si	4.2438	23.6445	25.6638	-0.0026	0.0038	-0.0929
Si	-0.1161	2.5793	28.4542	0.0019	-0.0087	-0.0989
Si	11.4026	16.4398	16.1813	0.0153	0.0003	-0.0879
Si	28.1371	11.2106	30.4052	-0.015	0.0172	-0.0926
Si	-0.7842	9.3597	18.3921	0.0037	-0.0118	-0.0846
Si	2.7696	5.4086	20.2452	0.0089	0.0074	-0.0874
Si	12.06	3.0196	22.9748	0.0008	0.0118	-0.0938
Si	-6.6673	22.2963	28.3784	-0.0214	-0.0076	-0.1027
Si	-2.4629	29.9131	25.6454	0.0095	0.0119	-0.083
Si	-4.4473	9.3135	32.8812	-0.0048	0.0133	-0.0992
Si	-6.099	24.8942	20.3254	0.0006	0.0094	-0.0679
Si	9.2855	5.0432	28.9475	-0.0118	0.003	-0.0795
Si	-21.9752	-2.889	23.3825	0.0085	-0.0036	-0.0853
Si	6.6226	17.6946	17.8784	-0.0037	-0.0036	-0.0701
Si	-2.3899	19.0857	15.9562	-0.0058	-0.0015	-0.0883
Si	1.3327	12.7719	25.7838	0.0093	0.005	-0.1004
Si	-1.6465	11.2862	29.9406	0.015	-0.0186	-0.1105
Si	-21.6887	3.8375	20.3873	-0.0105	0.0136	-0.0599
Si	-3.921	24.4378	22.1309	-0.0052	0.0115	-0.0976
Si	7.4954	2.1316	15.4708	0.0097	-0.0037	-0.0603
Si	7.7048	5.5077	26.6242	-0.0023	-0.0022	-0.0966
O	23.1038	4.4786	31.5568	-0.0031	-0.0172	0.0847
O	-8.3387	19.6258	26.1759	-0.0026	0.0194	0.0574
O	4.0098	1.342	34.5491	-0.0024	0.0039	0.0146
O	17.3255	16.3832	27.6243	-0.0138	-0.0061	0.0586
O	-12.4921	19.1625	27.0191	0.0117	0.0073	0.0382
O	5.2335	16.8053	29.8764	-0.0232	0.005	0.0382
O	0.3298	4.9487	33.8449	-0.0193	0.023	0.0582
O	5.3723	13.8882	25.4143	-0.0055	-0.0016	0.0259
O	5.7733	-0.4719	33.8431	-0.0175	0.0219	0.0608
O	9.4529	0.5764	31.5387	0.0068	0.0208	0.0881
O	5.608	1.5994	31.0974	0.0073	-0.0055	0.0361
O	-12.6976	-1.9762	19.5731	-0.0082	0.0032	0.0602
O	-22.3118	19.509	21.935	0.011	-0.0168	0.0572
O	3.5412	-4.4705	31.7671	0.0094	0.027	0.0673
O	7.4075	23.2069	25.8191	0.0025	-0.0016	0.0254
O	9.4748	17.7056	34.5081	-0.003	-0.0004	0.0201
O	-8.193	6.8259	24.236	0.0061	0.0185	0.0344
N	2.5552	3.2725	14.2805	0.0002	-0.0057	0.0281
O	-11.9472	11.0335	20.9008	-0.0046	-0.015	0.0341
O	4.7672	1.8908	14.5708	0.0072	-0.0116	0.0269
O	-23.2527	10.8389	26.6272	0.0191	-0.0091	0.0555
O	7.3487	13.9192	23.634	0.001	0.0023	0.0756
O	8.0248	20.1241	14.8229	0.0133	-0.0183	0.0474
O	7.3699	13.6001	13.9544	0.0083	-0.0084	0.0437
O	9.1504	6.9427	15.1654	-0.0104	0.0152	0.0349
O	3.866	1.8883	29.194	0.0108	0.0226	0.05
N	11.1021	5.2829	14.4738	-0.0005	0.004	0.0348
O	-0.7303	5.4427	17.2348	-0.0265	-0.0065	0.0521
O	3.4604	28.2961	14.9608	-0.0147	0.0126	0.0387
O	1.8536	11.0223	20.1339	0.0118	0.0259	0.0535
O	-5.413	18.4008	18.7972	-0.0083	0.0032	0.024
O	-0.1387	24.4071	32.5789	-0.0014	0.0009	0.034
O	3.586	-2.8795	17.0018	0.013	0.0022	0.0601
O	11.1861	-8.4885	26.9098	-0.0216	0.0103	0.0729
O	2.2704	19.7591	14.8421	0.0126	-0.0154	0.0373
O	-9.3043	36.9934	19.9956	0.0006	-0.0025	0.0191
O	-4.3389	11.7669	15.9797	0.0016	0.0037	0.0239
O	-3.1738	11.7603	29.6927	-0.0059	-0.004	0.038
O	10.16	0.1025	18.3164	-0.0057	0.0131	0.0365
O	-4.0205	14.286	16.2767	-0.0032	0.0063	0.0386
O	16.4101	10.1693	14.3101	-0.0098	0.0141	0.0325
O	-10.5453	6.4737	23.1777	-0.0046	0.0085	0.028
N	5.5961	4.9749	14.4271	-0.0066	-0.0014	0.0399
O	0.6674	8.8727	18.9644	-0.0006	0.0007	0.0246
O	-8.3751	17.0686	21.6486	-0.0132	0.0054	0.0651
O	-1.4888	18.9719	24.3516	-0.0269	0.001	0.057
O	-5.0224	16.4788	17.151	0.0086	0.0193	0.0428
O	-4.9175	2.9577	19.2197	-0.009	-0.0027	0.0303
N	0.7229	0.2014	14.9042	0.0023	0.0043	0.0366
O	-20.1243	26.2554	16.577	-0.0045	0.0023	0.0336
O	18.8732	17.226	18.644	0.0102	-0.0083	0.026
O	13.8486	17.3901	19.0761	-0.0112	-0.0227	0.0447
O	4.1756	3.7487	16.507	-0.0001	-0.0006	0.0187
O	5.0639	-5.0753	33.7544	0.0165	-0.0251	0.0596
O	-18.1388	9.2453	23.8601	-0.0093	-0.0067	0.0336
O	-14.6325	29.6087	16.7447	-0.0099	-0.0121	0.034
O	-18.0698	12.8469	20.0682	-0.0052	-0.0088	0.0264
O	7.5735	6.7716	25.6351	-0.0031	-0.018	0.0386
O	0.7083	2.2565	24.3295	0.0028	-0.019	0.0699
O	-0.0135	3.5606	21.9928	0.0117	-0.0114	0.0661
O	-7.0509	10.9561	21.9029	0.0183	-0.0112	0.0459
O	10.6211	13.3072	19.6586	0.0044	0.0068	0.0281
O	1.2057	17.9066	16.3348	-0.0027	0.0011	0.0216
O	3.33	19.972	19.2963	-0.004	0.0063	0.0317
O	-2.9964	-1.4189	21.8493	-0.0134	0.0071	0.0411
O	9.0848	23.4253	15.4761	-0.0138	0.0034	0.0278
O	4.1503	15.4708	20.2455	0.0006	-0.007	0.0259
O	8.1846	12.3334	19.2436	0.0018	-0.0005	0.0236
O	-1.5526	-1.0577	29.2035	-0.0127	0.0213	0.0596
O	11.9068	8.8379	24.0421	0.0128	0.0052	0.0311
O	18.7934	5.2899	29.7898	-0.0045	-0.0016	0.0236
O	19.9564	27.4628	27.4835	0.0167	-0.0088	0.0492
O	-6.8019	33.6121	24.348	-0.0018	0.0231	0.0567
O	5.9495	10.2711	23.4008	-0.0072	0.0025	0.0287
O	-3.4229	9.4656	25.6563	0.0039	-0.0058	0.0354
O	-5.5133	10.6465	29.2344	0.0263	-0.0006	0.0494
O	9.6188	19.6692	16.9689	0.0164	0.0152	0.0523
O	-8.8477	12.8623	22.096	-0.0113	0.0148	0.0428
O	16.2956	13.8734	21.8248	0.0145	-0.006	0.0413
O	12.4657	11.1777	25.9616	0.0002	-0.0118	0.0327
O	-14.5883	33.7514	21.8908	0.001	-0.0124	0.0296
O	-8.7831	23.782	16.6274	-0.0045	-0.0029	0.0252
O	11.457	9.5241	27.7362	-0.0106	0	0.0292
O	16.8836	14.3761	29.2961	-0.0122	-0.0062	0.0388
O	-13.9332	14.2959	20.9746	-0.0062	-0.0054	0.0486
O	5.3977	19.0168	32.5652	-0.0028	-0.002	0.0361
O	20.9071	5.0546	19.8744	0.0167	-0.0147	0.0422
O	10.6577	-5.3354	29.6599	0.0231	-0.0012	0.0352
O	21.3181	1.1908	29.1821	-0.0133	-0.0097	0.0412
O	-9.7852	14.2244	29.1937	0.0124	0.0221	0.044
O	20.3183	3.4546	28.6648	0.0016	0.0051	0.0273
O	23.6061	10.474	17.4917	-0.0026	-0.0207	0.0661
O	4.0627	25.6378	30.9873	-0.0083	0.0113	0.0329
O	-8.0816	13.4533	25.9534	-0.001	0	0.0387
O	14.5376	21.8536	15.8768	-0.011	-0.0007	0.0295
O	18.6493	36.7481	25.8827	0.0064	0.0265	0.0396
O	4.7189	33.5946	26.8973	0.0008	-0.0174	0.0742
O	-19.7877	4.3536	23.4402	0.0007	-0.0027	0.0349
O	14.0784	7.717	33.9439	-0.0232	0.0152	0.0438
O	8.3595	25.6048	18.3592	-0.0071	-0.0149	0.0329
O	-0.4416	11.2373	33.8659	0.0181	-0.0201	0.0613
O	7.749	8.6789	33.6196	0.0181	-0.0178	0.0585
O	6.7598	10.0659	31.4798	-0.0005	-0.0338	0.0724
O	-9.5265	20.3899	34.622	-0.0004	-0.0021	0.0189
O	2.215	3.1096	33.6917	0.0228	-0.0165	0.0582
O	13.4198	38.177	29.5654	0.0085	0.0013	0.0438
O	8.4462	2.0629	33.6375	-0.0239	0.0237	0.0583
O	6.798	4.004	34.4967	-0.0017	-0.0006	0.0307
O	2.926	10.4674	28.1821	0.018	0.011	0.0419
O	-13.2665	10.9872	23.9361	0.0107	0.0025	0.0596
H	2.1663	0.5672	42.7548	-0.2643	0.2627	-0.271
H	0.5076	2.1954	42.7548	0.3616	-0.3127	-0.2277
H	3.2515	4.9297	42.768	0.3404	-0.3534	-0.2301
H	4.8733	3.2646	42.768	-0.2491	0.2339	-0.2943
H	0.5494	7.6237	42.7409	0.2759	-0.2932	-0.2974
H	2.1991	5.9865	42.7409	-0.3548	0.3183	-0.2647
H	4.9159	8.7278	42.703	-0.3417	0.2943	-0.2443
H	3.2604	10.3592	42.703	0.2526	-0.2782	-0.2957
H	5.9785	2.1565	42.735	0.2427	-0.2608	-0.2876
H	7.6303	0.5211	42.735	-0.2941	0.3311	-0.2819
H	10.3298	3.2446	42.7059	-0.3771	0.3	-0.2502
H	8.7092	4.9107	42.7059	0.2455	-0.2898	-0.2883
H	5.9827	7.6552	42.744	0.2802	-0.3508	-0.2309
H	7.6213	6.0073	42.744	-0.2983	0.2401	-0.2688
H	8.6987	10.3375	42.7705	0.2765	-0.364	-0.228
H	10.3495	8.7013	42.7705	-0.2947	0.2682	-0.296
H	0.7875	1.9241	5.9947	-0.2089	0.2731	0.2899
H	-0.8676	3.556	5.9947	0.2298	-0.493	0.2311
H	1.9075	0.8245	5.976	0.3199	-0.1525	0.3005
H	3.5503	-0.8199	5.976	-0.4033	0.2725	0.2433
H	0.8413	7.3279	6.029	-0.33	0.3676	0.2495
H	-0.8088	8.9647	6.029	0.2571	-0.253	0.3016
H	3.5319	4.6391	6.0268	-0.1941	0.3126	0.2949
H	1.8916	6.2855	6.0268	0.3752	-0.3367	0.2155
H	4.6186	3.5236	5.9938	0.1791	-0.33	0.2801
H	6.2603	1.8782	5.9938	-0.3473	0.2822	0.2368
H	7.3366	0.8126	6.0153	0.3091	-0.3048	0.273
H	8.9785	-0.8326	6.0153	-0.2831	0.2686	0.2495
H	4.6097	9.0229	5.9701	0.4875	-0.1902	0.2215
H	6.2493	7.3761	5.9701	-0.2537	0.2369	0.2799
H	7.3554	6.2643	5.9746	0.2949	-0.1708	0.3116
H	8.9911	4.6136	5.9746	-0.2519	0.4599	0.2281

Results
free energy: -154613.971 eV
free energy less fixed offsets of H -15.71, N -386.36, O -570.45, Si -639.56 eV per atom: -1.471 eV

The program warned: the cutoff lies below the one the program advises for these potential files; the forces do not sum to zero within the program's tolerance; empty levels may hold ghost states of the PAW files; the exchange-correlation potential is rough where the density is thin.
